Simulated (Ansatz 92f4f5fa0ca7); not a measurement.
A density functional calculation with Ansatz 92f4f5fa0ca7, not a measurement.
Periodic cell of 351 atoms, Si241O110, from a study of silicon, its oxide and their interface. The atomic structure is a simulated model.
Doubt: the cutoff is far below the 930 eV that the study's wrapper takes by default for these files, so forces and energies are approximate.
This geometry differs little from another in the collection (a relaxation step or a small displacement).

Settings: functional PBE; potential files Ansatz PAW; basis plane waves; wave-function cutoff 580 eV; density cutoff ratio 5; exchange-correlation grid ratio 1; k mesh 1 x 1 x 1, Gamma-centred; self-consistency stop 5e-08 eV per atom in the density residual; occupations fixed; spin none; net charge 0.

Cell vectors (angstrom)
a 11.6015 0 0
b 0 13.3963 0
c 0 0 40.2166

Atoms and the computed forces on them: element, x, y, z (angstrom), force x, y, z (eV/angstrom)
Si 0 2.2327 1.1851 0.0109 -0.0396 -0.0156
Si 3.8672 2.2327 1.1851 0.0045 -0.0006 -0.0223
Si 7.7343 2.2327 1.1851 0.0004 -0.0011 0.0265
Si 1.9336 5.5818 1.1851 0.0024 -0.0001 0.0212
Si 5.8008 5.5818 1.1851 -0.0066 0.0209 -0.0032
Si 9.6679 5.5818 1.1851 -0.0015 0.0144 0.0021
Si 0 8.9308 1.1851 -0.0102 -0.0245 0.0006
Si 3.8672 8.9308 1.1851 0.0073 -0.0216 -0.0095
Si 7.7343 8.9308 1.1851 0.0044 0.0036 0.0245
Si 1.9336 12.2799 1.1851 -0.0002 -0.0127 0.0154
Si 5.8008 12.2799 1.1851 0.01 0.0256 0.0126
Si 9.6679 12.2799 1.1851 0.0015 0.0088 0.0046
Si 1.9336 1.1164 1.9745 -0.0243 0.0609 0.0065
Si 5.8008 1.1164 1.9745 -0.0502 0.0184 -0.0003
Si 9.6679 1.1164 1.9745 0.0324 -0.0021 -0.0057
Si 0 4.4654 1.9745 0.0032 0.0113 -0.0132
Si 3.8672 4.4654 1.9745 0.005 -0.013 0.0015
Si 7.7343 4.4654 1.9745 -0.0146 0.0045 -0.0113
Si 1.9336 7.8145 1.9745 0.0238 0.0272 0.0049
Si 5.8008 7.8145 1.9745 -0.0469 -0.0223 0.0051
Si 9.6679 7.8145 1.9745 0.0356 -0.0299 0.0104
Si 0 11.1635 1.9745 -0.0001 -0.0109 -0.0086
Si 3.8672 11.1635 1.9745 -0.0238 -0.0048 -0.0132
Si 7.7343 11.1635 1.9745 -0.0069 0.0003 -0.0085
Si 1.9336 1.1164 4.3426 -0.0478 0.1547 -0.1115
Si 5.8008 1.1164 4.3426 -0.1145 0.1042 -0.1213
Si 9.6679 1.1164 4.3426 0.065 0.0262 -0.1039
Si 0 4.4654 4.3426 0.0322 0.0809 0.1511
Si 3.8672 4.4654 4.3426 0.0072 0.0267 0.0324
Si 7.7343 4.4654 4.3426 -0.0522 0.032 -0.0038
Si 1.9336 7.8145 4.3426 0.0684 0.0779 0.105
Si 5.8008 7.8145 4.3426 -0.1379 -0.0305 -0.0268
Si 9.6679 7.8145 4.3426 0.0983 -0.0412 -0.0522
Si 0 11.1635 4.3426 -0.0088 -0.0045 0.0007
Si 3.8672 11.1635 4.3426 -0.0675 0.0212 0.0355
Si 7.7343 11.1635 4.3426 -0.0233 0.0358 -0.0137
Si 0 0 35.8761 0.1187 -0.0634 -0.1321
Si 3.8672 0 35.8761 -0.1485 0.1383 0.1253
Si 7.7343 0 35.8761 0.1174 0.0005 -0.205
Si 1.9336 3.3491 35.8761 -0.088 -0.0515 0.0455
Si 5.8008 3.3491 35.8761 -0.125 0.1163 0.0436
Si 9.6679 3.3491 35.8761 0.333 -0.0582 0.0187
Si 0 6.6981 35.8761 0.0123 -0.1658 -0.2513
Si 3.8672 6.6981 35.8761 -0.1642 -0.1074 -0.1948
Si 7.7343 6.6981 35.8761 0.0476 0.1123 0.0952
Si 1.9336 10.0472 35.8761 -0.1211 -0.2693 0.1188
Si 5.8008 10.0472 35.8761 0.0833 -0.0034 0.2875
Si 9.6679 10.0472 35.8761 0.0927 -0.1833 0.1003
Si 0 0 38.2442 0.0429 -0.0222 0.0101
Si 3.8672 0 38.2442 -0.0462 0.0595 0.0069
Si 7.7343 0 38.2442 0.0361 0.0173 0.0251
Si 1.9336 3.3491 38.2442 -0.0252 -0.0161 -0.0146
Si 5.8008 3.3491 38.2442 -0.0476 0.0668 0.0086
Si 9.6679 3.3491 38.2442 0.1136 -0.0129 -0.0051
Si 0 6.6981 38.2442 -0.0035 -0.0446 0.0074
Si 3.8672 6.6981 38.2442 -0.0482 -0.0221 0.0131
Si 7.7343 6.6981 38.2442 0.0099 0.0544 0.0097
Si 1.9336 10.0472 38.2442 -0.0362 -0.098 -0.0053
Si 5.8008 10.0472 38.2442 0.0342 0.0168 0.0015
Si 9.6679 10.0472 38.2442 0.0282 -0.0511 0.0021
Si 0 2.2327 39.0336 -0.0082 0.0381 0.0219
Si 3.8672 2.2327 39.0336 -0.0093 -0.0023 0.0153
Si 7.7343 2.2327 39.0336 0.0024 0.0044 -0.0486
Si 1.9336 5.5818 39.0336 -0.0001 -0.0054 -0.0049
Si 5.8008 5.5818 39.0336 0.0122 -0.0209 -0.003
Si 9.6679 5.5818 39.0336 -0.0034 -0.0151 -0.0093
Si 0 8.9308 39.0336 0.008 0.0331 0.0134
Si 3.8672 8.9308 39.0336 -0.004 0.0276 -0.0078
Si 7.7343 8.9308 39.0336 -0.008 -0.0023 0.0204
Si 1.9336 12.2799 39.0336 0.0018 0.0137 -0.0055
Si 5.8008 12.2799 39.0336 -0.0195 -0.0295 -0.0217
Si 9.6679 12.2799 39.0336 0.0046 -0.0109 -0.0267
Si 0.1353 -0.2366 28.6373 0.0175 -0.0013 0.0246
Si 3.9983 -0.2444 28.8039 -0.0045 0.0037 0.0209
Si 7.7984 -0.0622 29.174 0.0062 -0.0091 0.0097
Si 2.1559 3.3264 28.314 -0.0061 -0.0058 0.0187
Si 5.8945 3.3395 28.9339 0.0076 0.0195 0.0126
Si 9.6686 3.1442 28.7007 0.0137 0.0192 0.0056
Si -0.0852 6.5533 28.3941 -0.0018 0.0052 0.028
Si 4.0682 6.8044 29.0312 -0.0169 -0.0064 -0.0045
Si 7.7206 6.431 28.8742 -0.0137 -0.0037 0.0113
Si 1.7571 10.0356 28.7705 -0.004 0.0123 0.0084
Si 5.764 10.1019 28.9248 -0.0079 0.0002 0.0114
Si 9.4571 10.0039 28.7454 -0.0022 -0.0018 0.0033
Si 0.1514 2.1227 29.1565 -0.0026 -0.0027 -0.0019
Si 3.932 2.0989 29.3519 -0.0127 -0.0075 -0.0099
Si 7.7952 2.1972 29.7655 -0.0089 -0.0073 -0.0027
Si 2.0011 5.5689 29.1768 0.0153 0.0079 -0.0072
Si 5.8092 5.4823 29.9037 0.0098 0.0007 -0.0081
Si 9.7421 5.4106 29.5001 0.014 0.0023 -0.0057
Si -0.1508 8.7971 29.3472 0.0088 -0.0096 -0.0152
Si 3.7569 9.0346 29.6352 0.0009 -0.0097 -0.0032
Si 7.6288 8.762 29.5281 0.0019 -0.0062 -0.0093
Si 2.0033 12.1994 29.666 0.0011 0.0037 -0.0019
Si 5.8675 12.221 29.8982 0.0077 0.0049 -0.0016
Si 9.7765 12.1844 29.6413 -0.0017 0.008 -0.0127
Si 0.0626 2.1784 31.6842 0.0162 0.0017 0.0059
Si 3.8886 2.1699 31.7996 -0.0044 0.0076 0.0159
Si 7.7751 2.2083 32.0792 -0.0019 0.0047 0.0133
Si 1.9659 5.5428 31.6882 -0.0035 -0.0031 0.0026
Si 5.8355 5.5315 32.1827 -0.0013 0.0012 0.0151
Si 9.7288 5.5066 31.8862 0.0167 -0.0026 0.0107
Si -0.052 8.8473 31.7895 -0.0133 -0.0122 0.0148
Si 3.8101 8.9536 31.9881 0.0012 0.0108 0.0133
Si 7.6995 8.8474 31.9103 -0.0044 0.003 0.02
Si 1.9484 12.2398 32.005 -0.0037 -0.0027 0.0029
Si 5.8114 12.246 32.1822 -0.0061 0.0033 0.0109
Si 9.7224 12.2178 31.9865 0.011 -0.0043 0.0078
Si 1.9465 1.1073 32.6649 -0.0032 -0.0004 -0.0091
Si 5.8001 1.1211 32.7769 0.0033 -0.0088 -0.0103
Si 9.7554 1.0873 32.6924 -0.0112 -0.0049 -0.0117
Si 0.0748 4.3974 32.6041 -0.009 0.0065 -0.0066
Si 3.838 4.3992 32.6716 0.0115 0 -0.0091
Si 7.8142 4.4384 32.812 -0.007 -0.002 -0.014
Si 1.8878 7.747 32.6357 0.0043 0.0008 -0.0061
Si 5.7572 7.8129 32.7688 0.0032 -0.0038 -0.0043
Si 9.6549 7.7486 32.6828 0.0055 0.0029 -0.0103
Si 0.0246 11.0629 32.718 -0.0036 0.0169 -0.0086
Si 3.8526 11.1415 32.8409 0.0018 -0.0036 -0.0099
Si 7.7759 11.0874 32.7526 -0.0085 0.0005 -0.0109
Si 1.9322 1.124 35.0589 0.0011 0.0006 -0.0007
Si 5.7925 1.127 35.1215 -0.0007 -0.0016 -0.0042
Si 9.6887 1.1176 35.0728 0.0014 0.0012 0.0022
Si 0.016 4.4513 35.0281 0.0005 -0.0025 -0.0009
Si 3.847 4.4509 35.062 0.0025 0.0017 -0.0005
Si 7.7517 4.4656 35.1422 -0.0042 -0.0002 -0.0039
Si 1.9228 7.7996 35.0425 0.0019 0.0018 0.0025
Si 5.7943 7.8231 35.1157 0.0024 -0.0026 -0.0051
Si 9.669 7.8057 35.0668 0.0001 0.0024 -0.0011
Si 0.0046 11.1438 35.0869 -0.0007 -0.0025 -0.0067
Si 3.8607 11.1605 35.1605 0.0016 -0.0009 -0.0078
Si 7.7453 11.1492 35.1057 -0.0011 0.0018 -0.0027
Si 0.0074 0.0015 5.1232 -0.0031 -0.0006 0.0043
Si 3.8534 0.0091 5.115 0 -0.0023 0.0035
Si 7.729 0.0159 5.1011 -0.0026 -0.0022 0.0054
Si 1.9372 3.3592 5.1498 0.0001 -0.0008 0.001
Si 5.8007 3.3495 5.137 -0.0012 0.0008 0.0046
Si 9.6625 3.3474 5.1211 0.0001 0.0018 0.0043
Si 0.0126 6.7088 5.1507 -0.0034 -0.0007 0.0033
Si 3.8624 6.6915 5.1561 0.0012 -0.0019 0.0051
Si 7.7317 6.7095 5.1134 0.0022 -0.003 0.0025
Si 1.929 10.0579 5.1516 -0.0004 0.0004 0.0014
Si 5.799 10.0452 5.1189 0.0011 0.0034 0.0046
Si 9.6635 10.0401 5.1177 0.0001 0.0032 0.006
Si -0.0038 0.0263 7.4851 -0.0028 0.0017 0.0112
Si 3.8044 0.0563 7.4712 0.0084 -0.002 0.0134
Si 7.6948 0.0738 7.4457 0.0059 -0.0022 0.013
Si 1.9325 3.3985 7.5321 -0.0066 0.0003 0.0117
Si 5.7982 3.3741 7.5097 0.0021 0.0017 0.0086
Si 9.6487 3.3746 7.4816 -0.0009 0.006 0.0103
Si 0.0351 6.7621 7.534 -0.0033 -0.0042 0.009
Si 3.8555 6.6919 7.5454 -0.0044 0.01 0.0074
Si 7.7261 6.7569 7.4671 -0.003 0.0029 0.0119
Si 1.9041 10.1038 7.5348 -0.0057 -0.0037 0.0132
Si 5.77 10.0695 7.477 -0.0004 -0.003 0.011
Si 9.6338 10.053 7.4754 0.0025 0.0019 0.0128
Si -0.0131 2.2664 8.251 0.0077 -0.0023 -0.0111
Si 3.8634 2.2679 8.3232 0.0058 -0.0027 -0.0129
Si 7.7212 2.2812 8.3456 -0.0005 0.0016 -0.0197
Si 1.9226 5.6027 8.4358 0.0004 0.0018 -0.0164
Si 5.8385 5.6061 8.2879 0.002 -0.0023 -0.0094
Si 9.6735 5.6362 8.176 0.0072 -0.0021 -0.0095
Si -0.0328 9.008 8.3558 -0.0021 0.0062 -0.0147
Si 3.8349 8.9448 8.2649 0.0082 -0.0072 -0.01
Si 7.6923 8.976 8.321 -0.0039 0.002 -0.0205
Si 1.9137 12.3394 8.3806 -0.0008 0.0014 -0.0198
Si 5.7472 12.3402 8.1495 -0.0065 0.0007 -0.01
Si 9.6188 12.3124 8.132 -0.0025 -0.0041 -0.01
Si -0.0471 2.2742 10.6006 -0.0036 0.0078 0.0047
Si 3.8764 2.2812 10.7114 -0.013 0.0002 0.0128
Si 7.7092 2.3089 10.7539 -0.01 0.0013 0.0075
Si 1.9212 5.5963 10.8838 0.0111 -0.0046 0.0083
Si 5.9056 5.6172 10.6542 0.0054 0.0018 0.0011
Si 9.6979 5.667 10.4957 -0.0002 0.005 0.0028
Si -0.0948 9.1112 10.7526 0.0024 -0.0009 -0.0045
Si 3.7963 8.9341 10.6187 -0.0088 0.014 0.0054
Si 7.6402 9.0009 10.7157 0.0061 0.0011 0.0089
Si 1.9016 12.4037 10.8065 0.03 -0.0025 0.0015
Si 5.6896 12.378 10.4649 0.0075 0.0041 -0.0018
Si 9.5427 12.3428 10.4403 0.016 -0.006 -0.0032
Si 1.8883 1.2983 11.5199 0.0007 -0.0092 -0.0191
Si 5.7913 1.1121 11.5058 0.01 -0.0028 -0.0127
Si 9.6359 1.1058 11.3445 0.0032 0.0037 -0.002
Si -0.1256 4.4708 11.4683 0.006 -0.0052 -0.0115
Si 4.0109 4.5083 11.4687 -0.0088 0.0064 -0.0099
Si 7.899 4.5603 11.5144 0.0067 -0.0029 -0.0114
Si 1.8292 7.9069 11.4662 -0.0038 0.0015 -0.0185
Si 5.7189 7.8131 11.452 -0.0002 -0.0001 -0.0162
Si 9.5927 7.8509 11.3914 -0.0069 0.0071 -0.0083
Si -0.1593 11.4492 11.4545 -0.0253 0.0028 -0.0044
Si 3.8711 11.1766 11.3663 -0.0264 -0.0138 -0.0185
Si 7.577 11.3078 11.2792 -0.0085 -0.0113 -0.0033
O 11.2273 13.6544 15.1052 0.004 0.0124 0.0076
O 20.1152 2.7285 22.2304 -0.007 0.0034 0.0024
O 6.9681 4.9002 16.2521 -0.006 0.0008 -0.0098
O 9.9676 -4.3715 22.4907 0.0042 0.0034 0.0009
O -1.8388 -5.7421 24.8533 -0.0043 0.0066 0.0013
O 8.5667 9.8325 13.9804 -0.0003 -0.0036 -0.0024
O 9.0586 -1.0585 14.7398 -0.0021 -0.0002 -0.0113
O 2.3297 3.9045 14.4456 0.0092 0.0048 -0.0085
O 1.7275 1.5828 13.1645 0.0059 0.0142 0.0353
O 3.8742 1.6682 14.6767 0.0138 -0.0016 -0.0148
O 7.2722 11.6991 12.8781 0.0003 0.0031 0.0012
O 1.8546 8.0105 13.1448 -0.007 0.0052 0.0285
O 3.7339 6.4273 14.611 -0.0002 -0.0031 -0.0075
O 4.3856 10.8858 25.1601 -0.0019 -0.0157 -0.0033
O -5.9402 -7.6647 25.6302 -0.0025 0.0022 0.0037
O 11.1748 6.3662 26.7424 -0.0053 0.0027 -0.0352
O 7.6756 5.9604 27.2588 -0.0022 -0.0094 -0.0119
O 9.0038 10.1662 27.145 0.0044 0.0072 -0.0146
O 0.4449 10.7701 22.7356 -0.007 -0.0014 0.0009
O 0.3151 -0.7449 27.0324 -0.0011 -0.0131 -0.0233
O 2.0495 -2.9658 14.2864 -0.0023 -0.0113 -0.0118
O -0.6384 10.6544 25.519 -0.0081 0.0013 0.0119
O 9.8212 -1.7953 21.697 0.0003 0.0049 0.0065
O 4.1419 -0.7014 27.1875 0.0113 -0.0122 -0.0159
Si 11.8463 1.0246 16.3802 -0.0013 0.0008 -0.0026
Si 3.7174 -22 14.5036 -0.001 -0.0069 -0.0071
Si 9.8465 8.8692 14.1257 -0.0063 0.0107 -0.0141
Si -1.8927 4.5119 14.0551 -0.0023 0.0015 -0.0073
Si 9.8941 2.2748 22.9307 0.0018 0.0038 -0.0027
Si 6.8054 -6.8616 22.1524 -0.0023 0.0035 -0.0062
Si 2.837 -5.4807 19.8975 0.0018 0.0022 -0.0026
Si 10.2927 13.0653 13.9397 -0.0033 -0.0084 0.0039
Si 2.5985 1.161 23.1058 -0.0014 0.0012 -0.0078
Si 27.2282 -8.0844 23.1009 -0.004 -0.001 -0.0045
Si 19.506 -2.1212 14.3133 0.013 0.0043 -0.0004
Si 2.1731 5.0069 20.8458 0.0009 0.004 -0.0018
Si 15.5683 -3.3394 21.682 -0.0009 0.0028 -0.0042
Si -6.4906 1.5757 21.62 -0.0029 0.0003 -0.0061
Si 13.9672 2.2414 14.5204 0.0012 -0.0055 -0.0062
Si 9.6525 16.5251 16.7255 0.0082 -0.0011 0.0091
Si 16.7396 -1.6962 26.3359 0.0006 0.0083 0.0025
Si 18.756 -0.0824 20.0756 0.0014 -0.0018 -0.0059
Si 11.3457 -4.9388 16.6733 -0.0055 0.004 0.0001
Si 5.8488 -2.6233 19.1934 -0.0046 0.0022 -0.0044
Si 2.5106 2.1692 20.3611 -0.0058 0.0005 -0.0023
Si -0.5554 6.7048 25.1306 0.0028 -0.0078 0.0101
Si 8.6403 16.1083 25.6223 -0.0085 0.0072 0.0062
Si -18.7395 9.474 24.3843 0.0014 0.0068 -0.0004
Si 5.8904 3.6798 16.255 -0.0011 0.0017 0.0152
Si 4.9231 -5.8246 14.5503 -0.0006 0.008 -0.0053
Si 1.1869 9.0521 14.2079 0.0067 0.0125 -0.0095
Si -2.2706 -2.6708 25.6443 0.0032 0.0069 0.0064
Si -17.667 11.9271 16.2032 0.0079 0.0018 0.0091
Si 4.8015 -6.357 26.0689 0.0029 -0.0087 0.0113
Si 7.3575 -9.8567 21.4466 0.0052 0.0016 -0.0102
Si 0.2362 17.9089 23.2074 -0.0026 0.0075 -0.0005
Si -0.82 -3.1134 21.8373 0.0055 -0.0017 -0.0053
Si -4.4833 15.7931 18.4802 0.0055 -0.0007 -0.0018
Si 21.6211 13.1503 21.2193 0.0004 -0.0003 -0.0107
Si 21.4959 6.05 16.6482 0.0046 0.0006 0.0057
Si 2.5673 3.3939 25.0229 0.0012 0.0077 0.0077
Si 7.6467 -0.1561 25.9457 0.0062 -0.0089 0.0033
Si 5.4446 14.6643 14.6808 -0.014 -0.0068 -0.0059
Si 12.3309 -2.0891 26.1538 -0.0094 -0.0032 0.0066
Si 5.8613 21.1456 19.311 0.001 -0.0021 -0.0008
Si -4.7917 18.263 26.3928 0.0055 0.0029 0.0027
Si 2.4098 20.8401 24.553 -0.0063 -0.0039 -0.004
Si 13.3074 11.6397 23.2618 0.0028 -0.0046 -0.0033
Si 6.9391 6.4552 16.7541 -0.003 0.0032 0.0073
Si -2.6289 8.4844 23.6847 0.0031 -0.0006 -0.0034
Si 0.863 13.1108 19.1086 -0.0035 0.0005 -0.007
Si 3.6748 10.4901 14.4016 -0.0075 -0.0113 -0.006
Si -10.9161 10.0081 19.0989 -0.004 -0.001 0.001
O -6.6414 -6.1607 27.6593 0.0101 0.0058 -0.0011
O 17.3311 13.504 15.8057 -0.0005 -0.0022 -0.0029
O -1.345 0.7415 22.5027 0.0003 -0.0037 0.0028
O 3.6005 4.7469 21.6281 -0.0026 -0.0004 0
O -5.5428 -19.4552 15.7029 0.0043 -0.0042 -0.0012
O 4.2455 11.0629 12.9914 0.016 0.0103 0.0274
O -3.9012 -0.0987 27.5439 -0.0103 0.0073 -0.0087
O -9.5631 3.6741 19.8619 -0.002 -0.0009 -0.0017
O 15.7403 1.9529 20.3495 0.0024 0.0001 0.0009
O 5.3113 8.3313 25.202 -0.0018 0.0073 0.0007
O 6.2244 12.594 25.5168 0.002 0.0011 0.0048
O 12.561 5.2037 21.922 0.0037 0.001 -0.0014
O 15.8509 -5.6306 19.1224 -0.0034 -0.0001 0.0012
O 6.3657 6.6203 18.2647 -0.0015 0.0026 0.0023
O 10.882 2.1343 17.061 0.0008 -0.0015 -0.0152
O 7.786 20.9313 23.0361 -0.0034 -0.0036 0.0045
O 14.0876 1.8164 24.5948 -0.0002 -0.0061 0.0004
O 12.6677 -4.9872 15.703 -0.0024 -0.0036 0.0036
O 10.0477 5.7919 15.0299 0 -0.0017 -0.0003
O 9.5117 3.2516 15.0923 -0.0009 0.0028 0.0082
O 13.3062 11.6087 24.8924 0.0037 0.001 -0.0088
O -1.6677 17.9945 17.3917 -0.0038 -0.0071 -0.0067
O 6.3213 2.5679 15.1429 -0.0008 0.0049 -0.0075
O 1.5839 15.1769 15.8597 -0.0113 -0.0064 0.0024
O 5.803 3.0407 17.7514 0.0008 0.0017 -0.0056
O 15.447 4.1481 24.2735 0.0031 0.0031 -0.0005
O -6.1117 -7.3691 22.9903 0.0042 0.0004 0.0067
O -8.6988 8.9696 24.294 0.0014 0.0057 0.0069
O 0.5333 -0.0777 17.5343 0.0006 0 0.0042
O 1.9282 0.8914 19.5185 0.002 0.0034 0.0046
O 14.7174 8.7044 21.3063 -0.0005 -0.0003 0.0045
O 21.4324 2.4743 24.5479 0.0094 -0.0031 -0.0078
O 8.4984 6.8612 16.8805 -0.002 0.0009 -0.0065
O 7.7558 17.4647 25.3184 0.0033 -0.0062 0.0036
O 9.5524 7.6549 13.0692 0 -0.0084 0.0088
O 1.5656 -3.1373 27.1126 -0.007 0.0041 -0.0122
O 13.6285 2.15 21.934 0.0032 0.0013 0.0001
O 2.9317 -6.8922 23.346 0.0035 -0.004 0.0014
O 19.0584 3.2234 19.845 0.0015 0.0007 0.0053
O 12.9309 11.5239 19.18 0.0013 0.0002 0.0007
O 12.8482 -9.2865 24.4176 -0.0033 -0.0011 0.0016
O 5.6787 7.6165 13.1079 -0.0079 -0.0022 0.0285
O -3.0843 -3.5635 24.5216 0.0019 -0.0032 0.004
O 4.4423 4.2915 15.8707 0.0055 -0.0021 -0.0044
O 20.2821 0.2469 20.468 -0.0007 -0.0013 0.0068
O 6.1098 17.0979 27.3122 0.0007 -0.0013 -0.009
O 6.4125 -4.1396 18.9393 0.0006 -0.0009 -0.0005
O 13.2758 13.2371 22.9439 0.0016 0.004 0.006
O -0.1817 9.6906 17.7388 0.0022 0.0053 0.0029
O 6.8112 14.2158 18.7612 0.0009 -0.0008 0
O 1.8561 8.8778 19.0306 0.0023 -0.0003 -0.0008
O 17.5393 2.9403 22.0233 -0.0008 -0.0037 0.0055
O -4.5762 11.7166 19.8092 0.0029 0.0028 0.0051
O 7.5523 5.1441 21.6984 0.0016 -0.0049 0.0039
O 6.7855 11.1291 15.49 -0.01 0.0026 0.0009
O 16.2448 10.6801 20.3217 0.0019 0.0013 0.0024
O 12.417 7.4878 24.7169 0.0054 0.002 0.0045
O -0.4653 12.0059 13.0163 -0.0061 0.0177 0.0185
O 17.4642 0.8697 13.158 -0.0056 0.0057 0.0241
O 26.3798 6.8446 25.8795 -0.0082 0.0033 -0.0037
O -0.5878 17.7124 13.0762 -0.0137 0.0007 0.0129
O -12.1036 6.9629 17.2939 0.0025 -0.0027 -0.0003
O 11.2159 -0.1201 20.1313 -0.0033 -0.0015 0.0076
O -1.5748 8.6729 15.7225 0.0079 -0.0034 0.0094
O 11.0756 3.2805 22.484 -0.0016 -0.003 0.0038
O 2.5179 3.4474 26.6651 0.0032 0.0034 -0.0261
O -0.781 5.4926 24.0446 0.0024 -0.0066 -0.0025
O 9.3331 16.2984 27.0834 -0.0082 -0.0073 -0.0091
O 8.3375 4.6582 13.1446 0.0139 0.0007 0.0137
O 7.7049 1.3835 25.4346 0.0011 0.0022 0.005
O 4.2289 -4.3821 14.804 0.0011 -0.0066 -0.0135
O -0.2964 -3.62 20.3789 0.0012 -0.0003 0
O 8.345 15.8739 17.4215 0.0024 -0.0024 0.0006
O -6.5479 -3.7499 22.8582 -0.0005 0.0024 -0.005
O 4.0881 11.5049 15.5861 -0.0009 0.0057 0.0013
O 11.304 9.4606 13.6555 0.009 -0.0077 0.0013
O 17.7469 -13.0251 21.2673 0.001 0.0019 0.0024
O -2.738 12.2836 25.4183 -0.0025 -0.0027 0.0092
O -8.5964 -2.2463 22.406 0.0045 -0.0025 0.0025
O 4.4695 17.8285 13.0899 -0.0014 0.0015 0.0254
O -5.2703 7.3606 20.822 -0.0001 0.0021 -0.0001
O 5.8039 10.5625 27.3135 -0.0042 0.007 -0.0089
O 2.2015 6.4216 20.032 -0.0001 0.0003 0.0012
O 4.2034 -12.4244 22.8357 0.002 0.0022 0.0018
O -6.1692 11.5107 17.7838 0.0012 -0.0034 0.0073
O 9.7186 0.8815 13.0015 0.0035 -0.0039 0.0132

Results
free energy: -215761.005 eV
free energy less fixed offsets of O -568.88, Si -635.61 eV per atom: -2.195 eV

The program warned: the cutoff lies below the one the program advises for these potential files; the exchange-correlation potential is rough where the density is thin.
